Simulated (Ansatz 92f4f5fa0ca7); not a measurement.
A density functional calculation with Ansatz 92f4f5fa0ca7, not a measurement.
Periodic cell of 252 atoms, Si144O100N8, from a study of silicon, its oxide and their interface. The atomic structure is a simulated model.
This geometry differs little from another in the collection (a relaxation step or a small displacement).

Settings: functional r2SCAN; potential files Ansatz PAW; basis plane waves; wave-function cutoff 800 eV; density cutoff ratio 5; exchange-correlation grid ratio 1; k mesh 1 x 1 x 1, shifted by 0.5 0.5 0 of a step; self-consistency stop 1e-10 eV per atom in the density residual; occupations fixed; spin none; net charge 0.

Cell vectors (angstrom)
a	10.887	0	0
b	0	10.887	0
c	0	0	35.4332

Atoms: element, x, y, z (angstrom)
Si	-0.3846	0.3041	-0.1002
Si	2.4153	3.0423	0.0349
Si	0.2236	5.2805	0.033
Si	2.9606	7.9211	0.1693
Si	5.7047	-0.1883	0.1708
Si	8.2866	2.5182	0.203
Si	5.1345	5.696	0.1214
Si	7.8545	8.4614	0.0985
Si	1.277	1.3799	1.2435
Si	4.0071	4.1077	1.4144
Si	1.3527	6.7966	1.4245
Si	4.1056	9.5249	1.4185
Si	6.8087	1.3366	1.5453
Si	9.5215	4.1293	1.3571
Si	6.7371	6.8528	1.3962
Si	9.4912	9.5841	1.3362
Si	-0.0256	2.7281	2.7176
Si	2.6767	0.0392	2.6399
Si	-0.0287	8.2069	2.6917
Si	2.6945	5.4591	2.8225
Si	5.3933	2.7452	2.7591
Si	8.1924	-0.0107	2.846
Si	5.4249	8.1859	2.824
Si	8.1446	5.4822	2.6989
Si	1.3277	4.0675	4.1101
Si	4.0279	1.3557	4.0724
Si	1.3536	9.5653	4.0432
Si	4.0618	6.8256	4.1528
Si	6.795	4.1138	4.0789
Si	9.5374	1.3963	4.1334
Si	6.802	9.5202	4.161
Si	9.507	6.8319	4.065
Si	0.0263	0.0283	5.4442
Si	2.694	2.7103	5.4498
Si	-0.0303	5.4514	5.44
Si	2.6891	8.2058	5.4569
Si	5.4103	0.0109	5.4601
Si	8.1524	2.7522	5.465
Si	5.4489	5.4634	5.4613
Si	8.1623	8.1512	5.4738
Si	1.3466	1.3835	6.8428
Si	4.0883	4.0642	6.7616
Si	1.342	6.8089	6.7932
Si	4.066	9.532	6.8389
Si	6.7926	1.3687	6.807
Si	9.5174	4.1049	6.84
Si	6.8099	6.798	6.8434
Si	9.5463	9.5376	6.7594
Si	-0.0095	2.747	8.2244
Si	2.7082	0.0258	8.1776
Si	-0.0421	8.1636	8.1301
Si	2.7368	5.4166	8.1027
Si	5.4385	2.7448	8.1494
Si	8.2071	-0.0015	8.1215
Si	5.4529	8.1643	8.1949
Si	8.1553	5.4383	8.2118
Si	1.3982	4.1329	9.5432
Si	4.0817	1.4058	9.5041
Si	1.3112	9.5224	9.4574
Si	4.1213	6.6932	9.49
Si	6.809	4.0464	9.5538
Si	9.4967	1.3533	9.5577
Si	6.8812	9.5394	9.5025
Si	9.4887	6.8467	9.5402
Si	-0.0368	-0.0486	10.8823
Si	2.7731	2.7707	10.9179
Si	0.0126	5.529	10.8541
Si	2.6886	8.0883	10.6674
Si	5.5623	0.1059	10.7659
Si	8.1039	2.6709	10.9618
Si	5.4939	5.3767	10.959
Si	8.1329	8.1549	10.9761
Si	1.3999	1.3147	12.1419
Si	4.2091	4.0072	12.3913
Si	1.3566	6.9408	12.207
Si	4.2303	9.4084	11.7336
Si	6.693	1.3659	12.4559
Si	9.5453	4.1033	12.1278
Si	6.7875	6.7541	12.3863
Si	9.454	9.5577	12.3296
Si	-0.036	2.6695	13.4262
Si	3.0373	-0.1212	13.0516
Si	0.0705	8.3917	13.6914
Si	2.7612	5.491	13.428
Si	5.3738	2.6514	14.1114
Si	8.0144	-0.0881	13.7684
Si	5.2232	8.2341	13.4558
Si	8.2938	5.3695	13.6735
Si	1.3133	4.1567	14.5867
Si	4.11	0.5544	15.0236
Si	1.9318	9.6582	14.7017
Si	3.5919	7.1687	14.8266
Si	7.2335	3.9228	15.2993
Si	9.3376	1.559	14.8454
Si	6.4514	9.4319	15.0627
Si	10.0468	6.5017	14.8542
Si	15.4036	-13.4396	18.5444
Si	-13.0474	2.6751	21.7262
Si	-0.4688	-10.6118	32.2906
Si	-19.5203	4.2755	24.0596
Si	-3.7068	-14.5377	19.2844
Si	9.7332	30.3052	24.0626
Si	13.4274	6.1395	19.0449
Si	19.7678	4.9283	28.2808
Si	21.0831	35.8014	24.4389
Si	5.7568	8.8431	26.5125
Si	5.6039	11.0931	17.6729
Si	12.6838	-2.5042	17.2096
Si	-4.5038	0.8877	22.0117
Si	16.6711	4.0989	28.6449
Si	33.7036	-1.7591	30.4685
Si	23.575	-7.1089	17.4466
Si	10.2868	32.3712	16.9287
Si	2.603	3.8871	21.0093
Si	29.4157	-11.3087	28.0483
Si	8.5981	-2.8242	16.8374
Si	19.2075	1.9538	17.6056
Si	-0.1735	6.0262	17.7881
Si	6.0894	6.6644	16.6053
Si	-10.0835	-7.2483	28.324
Si	13.7765	-1.5857	32.9402
Si	19.4642	-6.2609	19.4813
Si	-6.5767	1.7039	19.7987
Si	3.3875	3.954	26.6957
Si	30.7417	0.4597	25.5037
Si	12.1694	7.0491	25.0574
Si	13.9771	10.9278	29.6276
Si	19.1131	-1.6441	21.3354
Si	20.685	0.4242	19.7396
Si	15.1872	6.6493	29.6964
Si	10.3148	-4.2635	30.6256
Si	7.661	10.8501	31.0308
Si	12.1807	-8.6868	30.846
Si	-6.0241	0.4137	27.4049
Si	3.5458	-3.7953	26.9332
Si	26.9462	-1.7594	31.2489
Si	14.8148	1.2334	33.4074
Si	-1.3706	-4.9138	25.6439
Si	12.4747	1.619	19.7126
Si	27.6131	24.2795	31.2476
Si	5.9604	11.1913	24.7913
Si	20.051	6.5908	33.3866
Si	17.8395	4.3135	33.4637
Si	12.7634	5.0556	30.6364
O	25.002	-5.3544	26.8683
O	-1.5036	1.4635	35.042
O	3.9257	3.2387	20.255
O	16.2324	3.0968	29.8315
O	-2.3894	-3.0696	34.183
O	11.4933	-16.017	31.3345
O	5.0715	7.3888	26.38
O	5.1021	0.6414	34.3404
O	19.6531	-6.7859	20.9919
O	4.0249	-4.0914	35.0698
O	7.4492	3.0721	34.3572
O	14.0101	2.4255	34.1334
O	2.3098	8.608	34.2685
O	22.6618	3.464	24.3755
O	2.868	10.9214	33.1008
O	-1.659	9.8733	20.2161
O	11.1858	5.3593	15.0199
O	10.5075	11.5885	15.671
O	2.0869	3.4828	15.8818
O	4.9602	11.8825	25.8864
O	6.5011	3.7474	32.0332
O	7.0582	11.8182	17.8258
O	1.992	16.7721	24.1683
N	7.1099	-2.9158	15.9356
O	7.4908	0.8294	24.9293
N	13.1978	8.1448	15.5423
O	5.5133	1.1208	20.6838
O	19.1906	3.306	18.542
N	5.8277	-3.6294	18.2119
O	14.1049	19.8102	17.781
O	-5.1797	5.0457	34.1743
O	8.1515	5.3521	33.2622
O	11.5799	20.5148	17.2537
O	-3.5624	16.53	19.5301
O	-8.27	10.9368	15.691
O	22.2173	-2.7582	24.1473
O	6.763	5.1555	16.3916
O	-1.0852	16.5064	19.0806
O	6.3508	0.5897	28.0483
O	21.9665	12.616	31.941
O	-1.7505	-1.3465	16.4873
N	5.3809	10.5927	15.9921
O	3.6624	-3.6436	19.49
O	15.5219	1.8535	32.0971
O	23.2004	26.7036	29.082
O	7.2843	-0.4482	21.8778
N	-1.1316	-14.9574	16.5494
N	-1.282	11.7035	18.0796
O	13.321	1.0901	30.6492
O	10.9202	-22.4884	31.1322
O	11.3999	0.4517	19.921
O	9.4545	18.0269	31.892
O	-11.8804	1.7935	25.3264
O	8.2037	-0.4963	29.5592
O	-3.6263	13.1164	22.2386
O	12.593	13.2509	18.2538
O	-2.5142	7.9161	18.4248
O	26.4226	-9.4528	18.2192
O	3.3773	3.7138	25.0955
O	16.3261	11.5499	23.3116
O	9.1541	-9.3333	20.6618
O	5.363	-1.1063	18.6738
O	15.7208	14.466	27.3885
O	14.5319	-9.9996	28.3456
O	9.5265	20.8754	24.7805
O	23.6978	9.8361	29.295
O	12.257	-8.0414	20.7627
O	13.7774	-6.03	18.0438
O	19.8658	-3.6368	24.7698
O	-1.1542	2.7455	22.9557
O	16.2095	-16.1753	29.0223
O	8.6625	5.9174	27.014
O	-4.1016	-1.2834	35.0327
O	6.9172	-9.5117	30.9008
O	4.5989	-1.1807	27.2592
O	3.2536	-4.9893	30.6936
O	-1.7559	-13.12	22.5551
O	28.8752	-1.8596	27.4347
O	5.2114	7.7032	30.5002
O	22.1349	-6.3726	17.4786
O	21.043	3.9658	27.8479
O	24.1817	7.7828	25.9875
O	13.0701	5.3482	20.4255
O	10.849	10.7008	33.7927
O	26.2169	-1.9713	32.6789
O	12.9461	-2.1604	31.6726
O	9.428	-6.3788	24.9156
O	27.7763	20.4615	25.0745
O	7.2641	8.084	20.6804
O	19.7016	11.0992	32.1285
O	23.7647	-7.616	27.2594
O	12.2147	4.1698	34.9513
O	10.4837	16.9507	34.1715
O	-7.3942	-14.337	28.5216
N	8.356	13.4835	15.9584
O	13.7314	-17.775	22.5886
O	9.3659	-5.1108	29.5978
O	11.0671	7.8781	29.8997
O	4.3553	10.2053	30.34
O	4.5822	6.6286	16.0251
O	18.3185	4.1522	28.468
O	8.8191	0.1385	27.0904
O	32.8473	-15.4783	25.9982
N	1.2622	-3.8927	18.1488
O	23.7979	3.5824	31.2922
O	2.9652	0.8527	20.0662
O	17.5389	9.688	31.5237
O	22.3787	2.4373	29.3952

Results
free energy: -152233.228 eV
free energy less fixed offsets of N -386.36, O -570.45, Si -639.56 eV per atom: -0.708 eV

Forces (eV/angstrom), in the order of the atoms: element, x, y, z
Si	0.0023	-0.0072	-0.0697
Si	0.0058	-0.0073	-0.0543
Si	-0.0065	0.0088	-0.051
Si	-0.0089	0.0132	-0.0622
Si	-0.0095	0.0062	-0.059
Si	-0.0076	0.0029	-0.0493
Si	0.0023	-0.0053	-0.047
Si	0.0079	-0.0028	-0.0493
Si	-0.001	-0.0001	0.0054
Si	-0.0009	-0.003	0.0035
Si	-0.0021	0.0001	0.0067
Si	-0.0011	-0.0001	0.0043
Si	-0.0028	0.0011	0.004
Si	0.0003	0.0013	0.0024
Si	0.0003	0.0009	-0.0032
Si	0.0009	-0.0016	0.0064
Si	0.001	-0.0018	-0.0036
Si	-0.0018	0.0012	0.0016
Si	-0.0006	0.0002	-0.003
Si	-0.0002	-0.0011	-0.0005
Si	-0.0022	0.0008	0.0049
Si	0.0011	-0.0007	0.0063
Si	-0.0001	-0.0016	0.0008
Si	-0.0012	0.0014	-0.0036
Si	-0.0004	0.0018	-0.0036
Si	0	-0.0004	0.0024
Si	-0.0009	-0.0019	-0.0006
Si	-0.0015	0.0005	0.0015
Si	-0.0008	0.0005	0.0034
Si	-0.0013	-0.001	-0.0034
Si	-0.0007	0.001	0.0043
Si	-0.0011	0.0001	0.0032
Si	0.0003	-0.0008	-0.0012
Si	0.0008	0.0018	-0.0011
Si	0.0005	0.0016	-0.0034
Si	0.0015	-0.0015	-0.0018
Si	0.0007	0.0017	-0.0014
Si	-0.0001	0.0003	0.0001
Si	0.0002	0.0011	0.0002
Si	0.0003	0.0002	0.0018
Si	-0.0021	0.0039	-0.0023
Si	-0.0028	0.0015	-0.0027
Si	-0.0002	0.002	-0.0013
Si	-0.0018	0.0013	-0.0011
Si	-0.0013	0.0016	0.0014
Si	-0.0015	0.0006	-0.001
Si	-0.0025	0.0044	-0.0019
Si	-0.0017	0.0029	-0.0028
Si	-0.0003	-0.0024	0.0009
Si	-0.0005	-0.0003	0.0003
Si	-0.0014	-0.0007	-0.0013
Si	-0.0006	-0.0042	0.0006
Si	0.0001	-0.0017	-0.0007
Si	0.0016	0.0014	0.0023
Si	0	0.0018	0.003
Si	-0.0001	0.0009	0.0015
Si	0.0012	-0.0065	-0.0029
Si	-0.0012	0.001	0.003
Si	0.0006	0.0032	-0.0023
Si	0.0039	-0.0011	0.0015
Si	-0.0004	-0.0015	0.0008
Si	0.0012	0.0042	0.0006
Si	-0.0044	0.0018	0.0034
Si	0.0016	0.0002	0.0007
Si	-0.0003	0.0068	0.0027
Si	0.0049	0.0011	0.0029
Si	-0.0011	0.0049	-0.0034
Si	-0.0002	0.0052	-0.0048
Si	0.0058	0.0071	-0.0063
Si	-0.0014	-0.0024	-0.0016
Si	0.0011	0.0047	-0.0032
Si	-0.0035	-0.0004	-0.0019
Si	-0.0038	-0.0057	-0.0048
Si	0.0059	-0.0074	0.0017
Si	0.0005	-0.0023	0.0015
Si	0.0004	-0.008	-0.0033
Si	0.0039	0.0076	-0.0011
Si	-0.0014	0.0014	0.0069
Si	0.0004	-0.0084	-0.0008
Si	0.0033	-0.0056	0.0026
Si	-0.009	-0.0003	0.0041
Si	-0.0016	0.0075	-0.0092
Si	0.0094	-0.0089	-0.0005
Si	0.0027	0.012	-0.0047
Si	0.0114	-0.0013	-0.0087
Si	-0.0033	0.0074	-0.001
Si	0.0095	0.0003	0.0059
Si	0	0.002	-0.0034
Si	0.0031	-0.0016	0.0556
Si	-0.0097	-0.0236	0.0536
Si	-0.0034	0.0207	0.0399
Si	0.0056	-0.015	0.0467
Si	0.0126	0.0085	0.0433
Si	0.011	0.0013	0.0364
Si	0.0012	-0.019	0.0498
Si	0.004	0.0074	0.0478
Si	-0.0029	-0.0081	0.0628
Si	-0.0007	-0.0064	0.0776
Si	-0.0066	0.0093	-0.1168
Si	-0.0082	0.0079	0.0447
Si	0.0141	-0.0068	0.0898
Si	0.0144	-0.0047	0.0439
Si	0.0142	-0.0192	0.0814
Si	-0.007	-0.0071	-0.0511
Si	0.0039	0.0056	0.033
Si	-0.0067	-0.0038	-0.0147
Si	-0.0027	0.0109	0.103
Si	-0.0093	-0.0061	0.1088
Si	0.0063	-0.0029	0.0652
Si	0.0016	0.0122	-0.0499
Si	0.0014	-0.0017	-0.0758
Si	0.0028	-0.0071	0.0978
Si	-0.0088	0.012	0.0754
Si	-0.0017	-0.0076	0.0789
Si	-0.012	-0.0021	-0.0544
Si	0.0051	-0.0055	0.0669
Si	0.0054	0.0032	0.0906
Si	0.0068	-0.0156	0.0765
Si	0.0104	0.0125	0.0752
Si	-0.0016	0	-0.0469
Si	0.0119	-0.0031	-0.115
Si	-0.0035	0.0026	0.0869
Si	-0.0043	0.0087	0.096
Si	-0.0003	0.0046	-0.0162
Si	0.0023	0.0002	-0.0065
Si	-0.0003	0.0028	0.0073
Si	0.0048	0.0048	-0.0651
Si	0.0007	0.014	0.0794
Si	0.0026	-0.0041	0.0912
Si	-0.0042	-0.0068	-0.0654
Si	0.0139	-0.0242	-0.0833
Si	-0.0046	-0.0093	-0.0778
Si	0.0065	0.0117	-0.0761
Si	0.0062	-0.0061	-0.0313
Si	0.0023	-0.0049	-0.0282
Si	0.0021	-0.0024	-0.0892
Si	-0.0032	-0.0092	-0.1149
Si	0.0044	0.0022	-0.009
Si	0.0047	0.0015	0.0768
Si	0.0086	-0.0124	-0.1036
Si	0.004	-0.0092	0.025
Si	-0.0031	-0.0028	-0.0997
Si	0.0055	-0.0004	-0.0938
Si	0.0064	0.0021	-0.0608
O	0.0019	-0.0053	0.0055
O	-0.0072	0.0081	0.0337
O	0.0052	-0.0075	-0.0291
O	0.0009	-0.017	0.0533
O	-0.0188	0.0216	0.0569
O	-0.0156	0.0004	0.0303
O	-0.0017	-0.0001	0.0092
O	0.0193	-0.0217	0.0653
O	-0.0018	0.0163	-0.0463
O	0.002	-0.0041	0.0296
O	0.016	-0.0159	0.0649
O	-0.02	0.023	0.0596
O	-0.0006	-0.0227	0.0818
O	0.0034	-0.0019	-0.0064
O	0.0061	0.0104	0.0373
O	0.013	0.011	-0.0407
O	0.0095	-0.0064	-0.0266
O	-0.003	0.0163	-0.0551
O	-0.0022	0.0038	-0.0661
O	0.0017	0.0018	0.0036
O	0.0136	0.0225	0.0571
O	0.001	0.0026	-0.033
O	0.0009	-0.0117	-0.0093
N	-0.0112	0.013	-0.0442
O	-0.0026	-0.0012	-0.0064
N	-0.0024	0.0123	-0.0658
O	-0.0209	0.0047	-0.0496
O	-0.0047	-0.0263	-0.0525
N	-0.0017	-0.0118	-0.0507
O	-0.026	0.0025	-0.0432
O	-0.0166	0.0164	0.0533
O	-0.0075	-0.0017	0.0304
O	0.014	-0.0091	-0.0374
O	-0.0031	0.0068	-0.0305
O	0.0289	-0.0086	-0.0385
O	-0.0045	0.0009	-0.0094
O	0.0118	-0.0173	-0.0454
O	0.014	0.0122	-0.0451
O	0.0048	-0.0019	0.0164
O	-0.0165	-0.0162	0.0396
O	-0.0029	-0.0004	-0.0391
N	-0.0147	0.0026	-0.0649
O	-0.0013	0.0113	-0.0279
O	-0.0248	-0.0164	0.0646
O	0.0041	0.0058	0.0351
O	0.0077	-0.0074	-0.0253
N	-0.0026	0.0081	-0.0605
N	0.0038	-0.0022	-0.0689
O	-0.0081	0.0078	0.0297
O	-0.0114	0.0114	0.0405
O	-0.0064	0.0034	-0.0348
O	-0.0196	-0.0034	0.0705
O	-0.003	0.0011	-0.003
O	0.0002	0.0046	0.0524
O	0.0042	-0.0008	-0.0247
O	0.0001	0.0255	-0.0598
O	0.0073	0.0016	-0.0582
O	0.0145	-0.016	-0.0567
O	-0.0015	-0.0026	-0.009
O	0.0067	0.0036	-0.0306
O	0.0106	-0.0178	-0.0482
O	0.0034	0.0139	-0.0413
O	0.0039	-0.0054	0.0179
O	-0.012	-0.0066	0.0288
O	-0.0019	-0.0036	-0.0065
O	-0.0076	-0.0117	0.046
O	-0.0013	-0.0081	-0.036
O	-0.0032	-0.0034	-0.0322
O	-0.0011	0.0037	-0.0081
O	-0.0109	-0.0035	-0.0372
O	-0.0055	0.0008	0.0232
O	-0.001	-0.0048	0.0181
O	-0.0008	-0.0019	0.0266
O	-0.0088	0.0118	0.0317
O	-0.0024	0.0087	0.011
O	-0.0102	-0.0047	0.0266
O	-0.0148	0.0057	-0.0454
O	0.0048	0.0055	0.0145
O	0.0056	0.0191	0.0375
O	0.0041	0.003	-0.0322
O	0.0018	-0.0004	0.0151
O	0.0021	-0.003	0.0062
O	-0.0055	0.0246	-0.0461
O	0.0015	-0.0024	0.0937
O	-0.0214	-0.0003	0.0571
O	0.0167	0.0056	0.0549
O	0.0036	-0.0082	-0.0045
O	0	0.0039	-0.0018
O	-0.0104	-0.0202	-0.0483
O	0.021	0.0009	0.0416
O	-0.0094	-0.0015	0.0156
O	-0.0011	0.0006	0.0203
O	0.019	-0.0192	0.0602
O	0.0046	-0.0017	0.0345
N	-0.0137	0.0116	-0.0508
O	0.0004	-0.0024	-0.0427
O	0.0128	0.0193	0.0437
O	-0.0014	0.0009	0.0309
O	0.0073	-0.0151	0.0374
O	-0.0253	0.0077	-0.0589
O	-0.0051	-0.0004	0.013
O	-0.0045	-0.0032	0.017
O	-0.0019	-0.0032	0.0007
N	-0.0032	0.0213	-0.0424
O	-0.0007	-0.0103	0.0272
O	0.0011	0.003	-0.0257
O	-0.0023	-0.0008	0.0298
O	0.0038	-0.012	0.04

The program warned: the cutoff lies below the one the program advises for these potential files; the forces do not sum to zero within the program's tolerance; empty levels may hold ghost states of the PAW files; the exchange-correlation potential is rough where the density is thin.
